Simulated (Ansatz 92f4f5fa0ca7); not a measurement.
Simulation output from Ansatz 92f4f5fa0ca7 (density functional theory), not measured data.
Periodic cell of 223 atoms, Si133O90, from a study of silicon, its oxide and their interface. The atomic structure is a simulated model.
Doubt: the cutoff is far below the 930 eV that the study's wrapper takes by default for these files, so forces and energies are approximate.

Settings: functional PBE; potential files Ansatz PAW; basis plane waves; wave-function cutoff 580 eV; density cutoff ratio 5; exchange-correlation grid ratio 1; k mesh 1 x 1 x 1, Gamma-centred; self-consistency stop 5e-08 eV per atom in the density residual; occupations fixed; spin none; net charge 0.

Cell vectors (angstrom)
a  10.938  0  0
b  0  10.938  0
c  0  0  32.3469

Atoms and the computed forces on them: element, x, y, z (angstrom), force x, y, z (eV/angstrom)
Si  0.1697  -0.1752  24.9443  -0.0015  -0.0172  0.0512
Si  5.3612  0.1345  24.8326  0.0563  -0.0673  0.0624
Si  3.0816  2.366  24.8298  0.0007  -0.0017  0.0821
Si  8.0263  3.0271  24.892  0.0552  -0.0567  0.0654
Si  -0.2344  5.7902  24.7412  -0.0038  0.0121  0.1054
Si  5.78  5.2325  25.0804  -0.0187  -0.0146  0.0482
Si  2.4422  8.5396  24.8766  -0.0307  0.004  0.0727
Si  8.4939  8.0776  24.9287  -0.0046  0.0082  0.0372
Si  1.4151  1.3773  26.1866  -0.0048  0.0071  0.0474
Si  6.8968  1.3604  26.1524  0.0064  -0.0082  0.0251
Si  4.1204  4.0282  26.1916  -0.0056  0.024  0.0308
Si  9.6378  4.1686  26.149  -0.0149  -0.0106  0.0197
Si  1.3805  6.8463  26.128  -0.0114  0.0078  0.0358
Si  6.9239  6.875  26.2598  -0.01  0.0093  0.0445
Si  4.1275  9.5659  26.1734  0.0034  0.0202  0.0188
Si  9.6176  9.5818  26.2999  -0.0016  -0.0025  0.0532
Si  2.7541  -0.011  27.5729  -0.0054  -0.0043  -0.0142
Si  8.2047  0.0058  27.5756  0.0179  0.0011  -0.0182
Si  0.019  2.7482  27.5288  0.0187  0.0112  -0.0044
Si  5.4968  2.6859  27.5707  -0.0062  0.0228  0.0001
Si  2.7388  5.4503  27.5147  0.0029  -0.0073  0.0005
Si  8.2564  5.4682  27.5927  0.0032  -0.0115  -0.0131
Si  0.0351  8.1669  27.5963  0.0131  0.002  -0.0317
Si  5.4712  8.1978  27.5606  0.0098  -0.0037  -0.0088
Si  4.1018  1.3673  28.9286  0.0671  -0.1314  0.2015
Si  9.5708  1.3673  28.9286  0.1001  0.1711  -0.1309
Si  1.3673  4.1018  28.9286  0.004  0.0878  -0.1532
Si  6.8362  4.1018  28.9286  0.1014  -0.0726  -0.0332
Si  4.1018  6.8362  28.9286  -0.0856  -0.1471  -0.1994
Si  9.5708  6.8362  28.9286  0.2294  -0.0352  0.4524
Si  1.3673  9.5708  28.9286  0.1841  -0.0807  0.1668
Si  6.8362  9.5708  28.9286  -0.1281  0.0688  0.0203
Si  0  0  30.2959  0.0244  0.0144  -0.0344
Si  5.469  0  30.2959  -0.0402  -0.0052  0.0242
Si  2.7345  2.7345  30.2959  0.0368  0.0356  -0.0454
Si  8.2035  2.7345  30.2959  0.0166  0.0592  0.0056
Si  0  5.469  30.2959  0.0008  0.066  0.0282
Si  5.469  5.469  30.2959  -0.0159  -0.0119  -0.0372
Si  2.7345  8.2035  30.2959  -0.0388  0.0521  0.0182
Si  8.2035  8.2035  30.2959  0.0251  -0.0015  -0.0258
Si  1.3673  1.3673  31.6631  0.0029  -0.0156  -0.0195
Si  6.8362  1.3673  31.6631  0.0178  -0.0293  -0.0266
Si  4.1018  4.1018  31.6631  -0.0099  -0.0293  -0.0122
Si  9.5708  4.1018  31.6631  -0.005  -0.0229  -0.0245
Si  1.3673  6.8362  31.6631  -0.004  -0.0538  -0.0216
Si  6.8362  6.8362  31.6631  0.007  0.0048  -0.0122
Si  4.1018  9.5708  31.6631  0.052  -0.0099  -0.0189
Si  9.5708  9.5708  31.6631  0.0005  0.0191  -0.009
Si  2.7345  0  0.6835  0.0019  -0.0465  0.0104
Si  8.2035  0  0.6835  -0.0575  0.0496  0.0113
Si  0  2.7345  0.6835  -0.0115  0.0222  0.0345
Si  5.469  2.7345  0.6835  -0.0254  0.0576  0.016
Si  2.7345  5.469  0.6835  -0.022  0.0485  0.0135
Si  8.2035  5.469  0.6835  0.0538  -0.0109  0.0159
Si  0  8.2035  0.6835  0.0345  -0.0132  0.0151
Si  5.469  8.2035  0.6835  -0.0288  0.0311  0.0407
Si  4.1018  1.3673  2.0507  -0.0144  -0.0249  0.0131
Si  9.5708  1.3673  2.0507  -0.0014  -0.0944  0.0325
Si  1.3673  4.1018  2.0507  0.0315  -0.0223  0.0157
Si  6.8362  4.1018  2.0507  -0.0441  -0.0825  0.0028
Si  4.1018  6.8362  2.0507  0.0032  -0.0748  0.0322
Si  9.5708  6.8362  2.0507  -0.0734  -0.0437  -0.0388
Si  1.3673  9.5708  2.0507  -0.0498  0.0708  -0.0441
Si  6.8362  9.5708  2.0507  0.1102  0.0101  0.0072
Si  0  0  3.418  0.0721  -0.3515  -0.6613
Si  5.469  0  3.418  -0.0884  0.0572  0.1071
Si  2.7345  2.7345  3.418  -0.0747  0.0474  -0.0174
Si  8.2035  2.7345  3.418  -0.32  0.1499  0.0371
Si  0  5.469  3.418  -0.0577  0.0724  -0.0347
Si  5.469  5.469  3.418  -0.0766  0.0876  0.2391
Si  2.7345  8.2035  3.418  0.0861  0.0869  0.1776
Si  8.2035  8.2035  3.418  -0.1308  -0.0891  -0.3092
Si  1.316  1.3551  4.726  0.0614  -0.0339  0.0513
Si  6.8154  1.3721  4.8098  0.0107  -0.0295  -0.0208
Si  4.0788  4.1049  4.8127  -0.0127  0.0178  -0.0233
Si  9.4816  4.1825  4.7654  0.0638  -0.0339  0.0366
Si  1.363  6.8383  4.7924  -0.0353  -0.0438  0.0294
Si  6.8017  6.8969  4.8004  0.0008  0.0436  0.0121
Si  4.0934  9.5916  4.8165  0.0048  0.0434  0.0291
Si  9.6384  9.4987  4.724  -0.1114  -0.0366  -0.0169
Si  2.6632  -0.003  6.1356  -0.0612  -0.1162  -0.0696
Si  8.214  -0.1246  6.0022  0.0363  0.0131  -0.0282
Si  -0.1928  2.651  5.9938  -0.0179  0.0565  -0.1187
Si  5.46  2.7499  6.2338  -0.0095  -0.039  -0.0506
Si  2.6404  5.455  6.1979  0.0107  0.0098  -0.0373
Si  8.2263  5.6225  6.1855  0.0112  -0.0096  -0.0704
Si  0.0076  8.1637  6.2001  -0.0048  0.0994  -0.2285
Si  5.4413  8.262  6.2578  -0.0304  -0.0014  -0.03
Si  3.7093  1.6522  7.4149  -0.0249  -0.071  0.1337
Si  9.6517  1.0661  7.3892  0.1575  -0.1597  -0.0289
Si  1.3444  3.7609  7.2739  0.0465  -0.0348  -0.0882
Si  6.5838  4.4869  7.3853  -0.0063  0.0194  -0.043
Si  4.2323  6.6566  7.5026  -0.0027  0.02  -0.0792
Si  9.4004  7.1317  7.6942  -0.4018  -0.6076  -0.5443
Si  1.0169  9.836  7.5387  -0.4215  0.2734  0.4217
Si  7.1593  9.3768  7.5043  -0.0764  0.0644  -0.0661
O  9.545  6.9162  24.4277  -0.0183  0.0049  -0.1028
O  4.2338  1.2594  24.4293  0.0053  0.0014  -0.1033
O  8.1914  8.2008  8.0766  0.0145  0.1726  0.2084
O  2.5793  2.7966  7.7876  0.0194  0.0523  0.0893
O  6.8604  4.1263  24.478  -0.0066  -0.0007  -0.125
O  1.2915  9.6526  24.4658  -0.0129  0.026  -0.1078
O  3.6653  7.2907  8.9477  -0.0361  -0.0535  0.1287
O  0.098  0.2647  7.8136  0.0061  -0.3675  -0.1762
O  5.3931  5.5398  7.8535  -0.0309  0.0209  0.1115
O  6.768  10.4041  8.7664  0.0638  0.0306  0.0421
O  9.7536  6.1855  9.0341  0.1323  0.1005  0.1178
O  2.0459  10.0681  9.2184  0.0345  -0.1041  0.4907
O  3.9689  0.9812  8.9382  0.1267  0.1678  -0.0823
O  0.2763  3.9665  8.5312  -0.0405  0.0805  0.1001
O  8.8415  1.257  8.8323  -0.0809  -0.0018  0.0827
O  0.1724  10.2235  11.1768  -0.351  -0.5023  -0.105
O  8.0738  8.892  23.5579  -0.0161  0.0027  -0.0357
O  8.7084  2.484  23.4931  0.0019  0.0133  -0.0367
O  5.0447  6.0854  23.8849  0.0153  0.0074  -0.0291
O  2.5069  2.7735  23.3607  -0.0146  0.0015  -0.0595
O  10.352  0.3816  23.5864  -0.0074  0.0186  -0.0369
O  0.26  5.3238  23.2369  0.0411  -0.0092  -0.1175
O  2.9813  8.0331  23.4201  0.0038  -0.0214  -0.0868
O  5.9485  10.448  23.4114  -0.0066  -0.005  -0.0611
Si  9.8159  1.6197  22.6677  -0.0076  -0.0027  -0.0088
Si  2.8453  7.6731  21.8441  0.0185  0.0523  0.0872
Si  4.7303  10.0313  15.4322  -0.0225  -0.0066  0.0249
Si  9.6938  -0.0714  17.6367  0.0253  0.0101  0.0039
Si  4.2561  0.2683  12.7354  -0.0884  -0.0387  -0.1853
Si  4.6469  5.1684  11.6167  -0.0345  -0.0629  -0.0508
Si  7.5672  0.6151  9.642  -0.1129  0.0908  -0.0274
Si  1.7217  2.8276  21.9478  -0.0341  -0.025  0.0785
Si  6.0193  2.5817  19.2248  0.0289  -0.0179  -0.0065
Si  6.0265  7.5961  18.3985  0.0106  0.0257  -0.0413
Si  6.7002  3.4725  10.2039  -0.0049  -0.0721  -0.0851
Si  3.1988  12.5578  19.4811  -0.0437  -0.0177  -0.0134
Si  2.5917  6.8184  10.0988  0.2501  -0.0125  -0.2287
Si  5.3672  15.0374  14.3234  -0.0231  -0.0118  0.0356
Si  10.8124  -2.9057  17.5667  0.0194  0.0246  0.0023
Si  13.3265  -1.8195  16.9401  -0.001  -0.0071  -0.0554
Si  7.9789  11.3473  20.3653  0.0416  -0.0559  0.0561
Si  2.9355  11.3092  10.0019  -0.3809  -0.5403  -0.2933
Si  6.6946  7.2243  12.743  -0.0282  0.0269  0.0007
Si  9.7015  5.9896  19.5071  0.027  0.0114  0.0036
Si  -4.0791  -1.575  22.5807  0.0005  0.0186  0.0178
Si  5.9892  6.5179  15.6503  0.008  0.037  0.0495
Si  12.3489  12.0993  16.8494  -0.0502  0.0001  0.023
Si  7.2183  10.3415  12.3635  -0.0247  0.0831  -0.006
Si  10.9854  5.2237  9.5335  0.0266  -0.2134  -0.04
Si  5.3544  6.5272  22.361  0.0099  0.068  0.0586
Si  6.8736  5.4032  20.2418  0.0108  0.0189  0.0358
Si  1.8794  1.9189  13.8119  0.0872  0.0321  0.0125
Si  5.7119  1.757  16.1735  -0.0067  -0.0307  -0.025
Si  0.8659  9.1406  10.1757  1.101  0.9753  -0.7079
Si  0.5431  0.8136  11.6215  0.2502  0.2444  -0.1801
Si  -2.8633  4.6148  12.8167  -0.0268  -0.039  -0.051
Si  0.8032  5.5044  21.6964  -0.0627  0.0098  0.0732
Si  3.8366  -1.4454  19.5689  0.0177  -0.0219  0.0492
Si  19.4152  6.6235  17.1476  0.0165  0.0406  0.0222
Si  7.6396  10.71  15.245  -0.0278  -0.0112  0.058
Si  -0.1755  3.5195  12.241  0.0358  0.0108  -0.0465
O  10.6417  7.2374  18.9968  -0.0063  -0.0122  0.0325
O  1.7469  1.3194  10.5871  -0.1709  0.1885  0.3112
O  18.4516  6.0166  16.0079  -0.006  -0.017  -0.0256
O  1.714  12.9316  15.4476  0.0029  0.0164  -0.0535
O  8.8402  10.4652  16.2981  -0.0139  -0.0014  -0.0083
O  0.143  2.5282  22.2161  0.0424  0.005  -0.0158
O  1.8848  8.08  10.8946  -0.4914  -0.0663  0.1053
O  -5.7232  4.0904  10.5252  0.003  0.0324  0.035
O  6.6823  1.3464  20.056  -0.0313  0.0366  -0.02
O  12.2281  -3.0111  16.7513  0.0003  -0.0191  -0.007
O  5.3782  7.2806  16.9398  -0.0059  -0.0113  0.0241
O  -0.5449  12.9767  11.5802  -0.0657  0.0043  0.0306
O  6.0545  7.3404  14.2443  0.0082  -0.0092  -0.0304
O  1.0189  11.6029  13.1847  -0.0603  -0.0706  0.0067
O  7.1048  12.2287  15.4697  0.0061  0.0138  -0.008
O  5.6469  6.4501  11.7593  0.0242  0.0234  0.0263
O  4.1139  10.1052  13.9207  0.0146  0.0063  0.0031
O  9.1006  1.102  21.3105  -0.036  -0.0159  -0.0486
O  -0.3405  9.5754  18.0078  -0.0108  -0.0003  0.0064
O  5.8399  6.2888  19.3399  0.0104  -0.017  0.0032
O  6.1068  2.3868  17.6056  -0.0073  0.0052  0.0211
O  -0.3083  5.168  20.5434  -0.0019  -0.0045  -0.0178
O  7.6392  7.7355  18.0733  0.0096  -0.0069  0.0137
O  7.2934  4.0266  8.7978  0.0083  -0.0074  0.0745
O  16.822  0.3787  12.5307  0.0728  -0.016  0.0212
O  1.9267  4.3592  21.4325  0.0132  0.0186  -0.0341
O  9.1095  5.4006  18.0712  -0.0284  -0.0143  -0.0143
O  1.4198  6.0598  9.3042  -0.1484  0.0818  0.0154
O  -2.7868  -0.4147  13.7039  0.0296  -0.0112  -0.0054
O  9.714  7.4568  16.4999  -0.0137  -0.0039  -0.0082
O  6.5723  1.8519  10.0521  0.0482  0.0055  0.0369
O  8.042  6.2678  12.7624  0.0205  0.0196  -0.0033
O  -4.052  3.8992  19.6332  -0.0181  0.0031  -0.0028
O  10.7469  1.1606  17.2905  -0.0006  -0.0045  0.001
O  3.9397  11.106  19.5549  0.0111  0.042  0.0048
O  5.2966  8.8771  19.1032  0.0198  0.0014  -0.0059
O  8.0319  -0.0902  11.0483  0.0489  -0.0463  0.0458
O  15.356  2.7151  19.5518  0.0095  0.0128  0.0114
O  6.9087  -2.1997  12.1866  0.0045  -0.0543  0.0002
O  5.028  5.2484  15.4198  -0.0072  -0.0194  -0.0236
O  0.0788  8.7325  8.8254  0.4154  0.2893  0.5924
O  3.6764  -0.2886  11.2924  0.1992  0.0851  0.3412
O  6.3165  5.3681  21.7618  0.0097  -0.0379  -0.0142
O  1.2112  3.2846  13.1279  -0.0188  0.0019  0.0238
O  7.4273  -0.9148  21.1862  0.0261  0.0436  -0.0588
O  3.9568  6.5277  21.5331  -0.017  -0.007  -0.0264
O  15.9285  2.7575  15.1289  0.0139  0.0143  -0.0027
O  6.946  4.1084  13.888  0.0028  0.0051  -0.0063
O  13.6432  9.0239  18.521  -0.0146  -0.0039  -0.0059
O  3.4142  12.5469  13.2242  -0.0204  0.0256  0.0436
O  5.9982  8.0269  22.2215  -0.0078  -0.0325  -0.0099
O  4.6533  -10.4361  16.2862  -0.0124  0.0241  0.0226
O  3.252  9.0108  21.0079  0.0068  0  -0.0129
O  7.7346  3.9401  11.3682  0.025  0.0317  0.0605
O  17.2842  -1.2407  15.4787  0.0402  0.0065  -0.0109
O  2.3002  1.7554  18.1017  0.0407  0.0053  0.0237
O  3.2173  5.7796  11.1666  0.023  -0.0446  0.0917
O  4.4349  4.3576  13.0171  0.0051  0.0152  0.0127
O  -0.0584  4.6644  11.0668  0.0023  0.03  0.0218
O  12.7439  -0.3726  16.4943  0.0058  -0.0023  -0.001
O  8.3157  6.1711  20.3604  -0.0207  -0.0087  0.0006
O  1.3869  7.024  21.4966  0.0266  -0.0028  -0.0246
O  8.6954  11.1135  18.9048  -0.0166  0.0003  -0.0013
O  25.6222  -2.0164  16.0806  0.0009  0.0031  0.0086
O  2.2631  1.8035  20.803  0.0225  0.0012  -0.0338
O  -1.3812  4.0558  13.2198  0.0214  0.0058  0.0216

Results
free energy: -135732.938 eV
free energy less fixed offsets of O -568.88, Si -635.61 eV per atom: 2.392 eV

The program warned: the cutoff lies below the one the program advises for these potential files; the exchange-correlation potential is rough where the density is thin.
